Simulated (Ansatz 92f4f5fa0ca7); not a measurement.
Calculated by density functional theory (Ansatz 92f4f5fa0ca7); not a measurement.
Periodic cell of 221 atoms, Si132O87H1N1, from a study of silicon, its oxide and their interface. The atomic structure is a simulated model.
Doubt: the cutoff is far below the 930 eV that the study's wrapper takes by default for these files, so forces and energies are approximate.
This geometry differs little from another in the collection (a relaxation step or a small displacement).

Settings: functional PBE; potential files Ansatz PAW; basis plane waves; wave-function cutoff 580 eV; density cutoff ratio 5; exchange-correlation grid ratio 1; k mesh 1 x 1 x 1, Gamma-centred; self-consistency stop 5e-08 eV per atom in the density residual; occupations fixed; spin none; net charge 0.

Cell vectors (angstrom)
a 10.938 0 0
b 0 10.938 0
c 0 0 32.0524

Atoms: element, x, y, z (angstrom)
Si -0.1092 0.2354 24.7106
Si 5.8298 -0.2979 24.3611
Si 2.5052 2.9501 24.8219
Si 8.543 2.4398 24.5599
Si 0.3544 5.2385 24.6388
Si 5.1789 5.9447 24.3873
Si 2.786 8.0612 24.5752
Si 8.1166 8.4291 24.6751
Si 1.3618 1.4019 26.095
Si 6.8481 1.3486 25.7941
Si 4.196 4.2095 25.8141
Si 9.5824 4.125 25.8537
Si 1.4026 6.8268 26.0052
Si 6.817 6.8695 25.8478
Si 4.1052 9.6438 25.7497
Si 9.635 9.597 25.9905
Si 2.7787 -0.0175 27.2743
Si 8.1923 0.0184 27.2782
Si -0.0525 2.7812 27.333
Si 5.4878 2.7411 27.1947
Si 2.7966 5.4532 27.2999
Si 8.1787 5.4748 27.2231
Si 0.0105 8.1854 27.3109
Si 5.4341 8.2419 27.2227
Si 4.1018 1.3673 28.6342
Si 9.5708 1.3673 28.6342
Si 1.3673 4.1018 28.6342
Si 6.8362 4.1018 28.6342
Si 4.1018 6.8362 28.6342
Si 9.5708 6.8362 28.6342
Si 1.3673 9.5708 28.6342
Si 6.8362 9.5708 28.6342
Si 0 0 30.0014
Si 5.469 0 30.0014
Si 2.7345 2.7345 30.0014
Si 8.2035 2.7345 30.0014
Si 0 5.469 30.0014
Si 5.469 5.469 30.0014
Si 2.7345 8.2035 30.0014
Si 8.2035 8.2035 30.0014
Si 1.3673 1.3673 31.3687
Si 6.8362 1.3673 31.3687
Si 4.1018 4.1018 31.3687
Si 9.5708 4.1018 31.3687
Si 1.3673 6.8362 31.3687
Si 6.8362 6.8362 31.3687
Si 4.1018 9.5708 31.3687
Si 9.5708 9.5708 31.3687
Si 2.7345 0 0.6835
Si 8.2035 0 0.6835
Si 0 2.7345 0.6835
Si 5.469 2.7345 0.6835
Si 2.7345 5.469 0.6835
Si 8.2035 5.469 0.6835
Si 0 8.2035 0.6835
Si 5.469 8.2035 0.6835
Si 4.1018 1.3673 2.0507
Si 9.5708 1.3673 2.0507
Si 1.3673 4.1018 2.0507
Si 6.8362 4.1018 2.0507
Si 4.1018 6.8362 2.0507
Si 9.5708 6.8362 2.0507
Si 1.3673 9.5708 2.0507
Si 6.8362 9.5708 2.0507
Si 0 0 3.418
Si 5.469 0 3.418
Si 2.7345 2.7345 3.418
Si 8.2035 2.7345 3.418
Si 0 5.469 3.418
Si 5.469 5.469 3.418
Si 2.7345 8.2035 3.418
Si 8.2035 8.2035 3.418
Si 1.3881 1.3444 4.721
Si 6.9271 1.2824 4.7945
Si 4.0691 4.1549 4.7642
Si 9.4807 4.1351 4.7714
Si 1.3505 6.8764 4.8244
Si 6.8066 6.8406 4.769
Si 4.1613 9.4574 4.8499
Si 9.541 9.595 4.8295
Si 2.8249 0.0008 6.0831
Si 8.1579 -0.0876 6.3725
Si -0.1725 2.6203 5.9838
Si 5.6076 2.791 5.9458
Si 2.6383 5.479 6.2324
Si 8.1273 5.5121 6.1709
Si -0.0039 8.2532 6.2009
Si 5.4291 7.9602 6.3369
Si 3.9883 1.759 7.209
Si 9.8354 1.1518 7.5819
Si 1.4095 3.7248 7.2191
Si 6.6015 4.2449 7.4887
Si 4.2232 6.2963 7.803
Si 9.365 7.0189 7.4677
Si 1.2358 9.8924 7.3953
Si 7.0051 9.1256 7.6583
O 1.4125 4.0404 24.1766
O 5.4773 11.0175 22.7878
O 2.6912 2.7324 7.0247
O 8.192 8.0326 8.0647
N 5.1934 4.876 8.4031
O 0.144 0.0974 7.9942
O 3.9345 6.9838 24.1055
O 9.6818 1.3034 24.2383
O 2.1587 9.3626 8.6473
O 0.9811 3.4884 8.8102
O 9.4709 1.9002 9.023
O 6.3176 9.5699 9.0892
O 4.4165 2.093 8.789
O 3.5173 7.0932 9.0879
O 7.4173 3.449 8.6871
O 10.0803 6.1445 8.6744
O 3.1177 2.008 23.5875
O 4.5266 1.9054 21.217
O 8.088 2.8348 23.0274
O 10.8836 6.0315 23.246
O 6.9828 9.486 24.1141
O 1.9834 8.4915 23.1894
O 5.7315 5.8061 22.8163
O 0.5587 10.6903 23.2979
Si 2.8497 8.4267 9.7899
Si -1.1399 3.4388 19.3227
Si 3.0643 10.4891 19.9151
Si 1.8563 2.4372 19.6654
Si 6.605 2.2902 14.4664
Si 9.7539 -1.5573 13.618
Si 2.1578 19.0444 15.5999
Si 9.3635 3.6766 14.1588
Si 5.6408 9.686 10.5734
Si -4.0805 10.9624 16.717
Si 1.6177 3.9385 10.2423
Si 2.6954 12.2282 15.1464
Si 11.2969 10.5237 15.7484
Si 0.0245 -2.5661 11.0313
Si 4.5835 3.5845 9.5127
Si -3.1758 12.0575 19.273
Si 1.8492 -5.6456 14.9918
Si 4.3131 3.7028 16.1234
Si 3.8316 4.8994 18.8506
Si 5.3153 4.7932 21.5963
Si 13.1395 7.6466 18.6043
Si 8.5047 2.9756 9.8066
Si -2.7638 4.0119 21.9129
Si 10.5723 -2.9677 20.1681
Si 8.8588 6.6355 14.5011
Si 3.37 2.6159 22.106
Si 1.2551 9.6432 22.2846
Si 4.65 9.7322 15.1977
Si -1.5938 -1.0657 18.0665
Si 5.461 11.5155 21.2394
Si 9.4942 6.5709 22.5796
Si 10.212 5.6632 10.2338
Si -4.0353 8.6414 13.1832
Si 1.1551 3.0173 13.0519
Si -0.8604 4.9271 16.6062
Si 6.2111 1.827 11.4693
O -5.4355 10.0964 16.534
O 4.7144 4.3014 17.5966
O 3.1935 4.2527 10.0425
O 5.3907 3.1233 10.8636
O 1.3231 0.8767 15.9319
O 2.6913 14.67 19.0844
O -0.4415 2.8076 13.3607
O -0.608 9.1165 9.7261
O 2.3838 10.4 21.396
O 0.8101 5.2862 10.6288
O 9.862 -3.025 14.3523
O 3.4554 2.308 16.1704
O 1.2976 -1.5698 15.0962
O -2.5383 5.3912 22.74
O -1.2758 8.5111 18.9145
O 1.6305 7.7954 17.099
O 8.1039 -1.0397 16.9724
O 11.0563 9.1078 21.2394
O 1.9629 2.5646 21.2941
O 1.643 8.0699 10.8493
O 4.7854 5.2474 20.1273
O -1.2504 6.8947 20.9971
O -1.8595 6.1615 16.0929
O -2.7367 9.6358 13.1868
O -0.2447 -0.7002 17.2311
O 6.374 8.6342 11.6238
O 4.0535 9.2665 10.5132
O 1.9096 6.8625 14.5977
O 13.1257 12.9053 13.7505
O 5.6721 9.2985 14.018
O 0.9732 7.2364 19.5909
O 5.7754 11.2637 10.9851
O -1.3098 3.5863 15.7777
O 10.0211 7.0061 11.1749
O 3.3402 4.8309 15.4593
O 1.4023 2.8599 11.4461
O 7.4016 7.2053 13.8959
O 8.9365 7.8849 23.3522
O 0.2723 2.5976 19.2757
O -3.9799 11.8847 20.6871
O 3.7113 11.0049 14.7706
O 5.6673 3.3762 15.267
O -1.5095 3.9185 20.8499
O -4.2372 4.0037 21.2079
O 4.6914 -0.427 20.1879
O 3.2178 6.3806 18.5431
O 4.0027 4.0997 22.2985
O 6.6872 0.9132 18.0684
O 2.7955 9.12 19.0505
O -0.1742 9.3279 12.3431
O 5.9083 1.7871 13.0806
O -1.025 4.6573 18.2155
O -1.9755 10.9511 19.2288
O 11.666 5.1241 16.1911
O 7.018 1.0277 15.4313
O -7.198 8.4544 15.5938
O -3.0172 3.0326 13.9053
O 13.3966 11.8834 19.2195
O 8.4938 2.5332 18.9568
O 1.4851 4.5121 13.6157
O 9.2616 4.3199 10.4234
O 7.7672 2.1511 11.0201
O 10.1163 -0.3088 14.6216
O 9.3019 5.2657 13.6864
H -0.3154 10.0188 9.4889

Results
free energy: -133793.240 eV
free energy less fixed offsets of H -15.97, N -385.13, O -568.88, Si -635.61 eV per atom: 0.940 eV

Forces (eV/angstrom), in the order of the atoms: element, x, y, z
Si -0.049 0.0401 -0.0838
Si 0.0586 -0.0459 -0.0654
Si -0.0429 0.058 -0.1423
Si 0.0425 -0.0654 -0.0483
Si 0.1056 -0.0529 -0.048
Si -0.071 0.0407 -0.193
Si 0.0198 -0.0378 -0.0552
Si -0.0749 0.0695 -0.085
Si -0.0269 0.0017 0.0343
Si 0.0319 -0.0352 -0.0291
Si 0.0101 0.0201 0.0295
Si -0.0011 -0.0029 -0.0103
Si 0.0242 -0.0184 -0.0356
Si 0.0304 0.002 0.0269
Si 0.0077 -0.0043 -0.0274
Si 0.0001 0.0274 -0.0217
Si 0.0108 0.0005 -0.0273
Si -0.0091 0.0066 -0.0186
Si -0.0113 0.0168 -0.048
Si -0.0115 0.0191 -0.0138
Si -0.0268 -0.0157 -0.0328
Si -0.0095 -0.0065 -0.0165
Si -0.0023 0.0053 -0.0139
Si 0.01 0.0045 0.0056
Si 0.2471 0.1878 -0.1999
Si -0.3348 0.1104 0.3613
Si 0.1512 0.1029 0.2419
Si 0.0616 -0.1623 -0.2951
Si 0.1858 0.2786 0.1451
Si -0.2637 -0.1662 -0.019
Si 0.2828 -0.0974 0.0907
Si -0.1754 0.0015 -0.0946
Si 0.0296 0.0433 -0.0426
Si 0.0748 0.0546 0.0012
Si -0.0422 -0.0024 -0.04
Si 0.009 -0.0494 0.0352
Si 0.059 0.0229 0.0071
Si 0.0485 0.0821 -0.0333
Si -0.0094 0.0074 0.0315
Si -0.0325 -0.0524 -0.0285
Si 0.0495 0.0408 -0.0116
Si -0.0056 0.0266 -0.0107
Si -0.0686 -0.0487 -0.0223
Si 0.005 -0.0266 -0.0272
Si -0.0283 0.0144 -0.0219
Si -0.0002 -0.026 0.0066
Si -0.0045 0.0008 -0.0316
Si 0.0037 0.0064 -0.0192
Si -0.0197 -0.0281 0.0307
Si -0.0192 0.0319 0.0252
Si -0.019 -0.022 0.007
Si 0.074 -0.0117 0.0072
Si -0.0314 0.0577 0.023
Si 0.0355 0.0037 0.0378
Si 0.0681 -0.0377 0.0045
Si -0.0359 0.0207 0.0043
Si -0.0989 0.0741 0.0807
Si 0.0896 0.1043 -0.0129
Si 0.0527 -0.0843 0.0056
Si -0.1606 -0.1425 0.0216
Si 0.028 -0.0253 -0.0285
Si 0.011 0.0279 0.0321
Si -0.0796 -0.0183 0.0389
Si 0.0115 -0.0133 -0.0422
Si -0.1581 -0.2172 -0.116
Si 0.2276 -0.5278 0.4234
Si 0.0325 0.2605 -0.2433
Si -0.0447 -0.2699 -0.251
Si -0.0478 0.1225 0.3372
Si -0.1872 0.1566 -0.2949
Si 0.0583 -0.0751 0.151
Si -0.0735 0.2092 0.1564
Si 0.0016 0.002 0.0523
Si 0.0215 0.0059 -0.0218
Si -0.0457 0.056 0.0307
Si -0.0076 0.0032 0.0018
Si 0.003 0.0038 -0.0262
Si 0.0101 -0.0147 0.0513
Si 0.0203 -0.0089 0.0069
Si -0.0108 -0.0062 0.032
Si 0.039 0.0744 -0.035
Si -0.0109 -0.0403 -0.005
Si 0.0232 -0.0161 -0.0159
Si 0.0149 0.019 -0.0622
Si 0.1081 0.0538 -0.0504
Si 0.0388 0.0072 -0.0739
Si -0.0128 0.0331 -0.0662
Si -0.0912 -0.0306 -0.0332
Si -0.1182 0.1204 0.1642
Si 0.1044 -0.01 0.0946
Si -0.0109 -0.2032 0.1998
Si -0.0463 0.0108 0.2085
Si 0.0641 -0.0772 0.1054
Si -0.1038 0.0417 0.1398
Si -0.0671 0.0478 0.1746
Si 0.1109 -0.0823 0.1338
O 0.0071 0.0036 0.1258
O -0.0009 -0.0189 0.1138
O -0.0176 -0.0544 0.0015
O 0.0038 0.0056 -0.1143
N -0.0244 0.0479 -0.0473
O 0.0059 -0.0167 -0.1077
O 0.0054 -0.0247 0.113
O -0.0236 0.0136 0.0869
O 0.0084 -0.0094 -0.0379
O 0.0395 0.0455 -0.1267
O 0.0084 -0.0265 -0.0648
O 0.0346 -0.0106 -0.1207
O -0.0596 0.0128 -0.0962
O 0.0301 -0.0118 -0.092
O -0.0148 -0.0006 -0.0479
O -0.0036 0.0335 -0.0598
O -0.0139 0.0152 0.084
O -0.0104 0.0091 0.0262
O 0.0002 0.0005 0.056
O -0.0299 0.0027 0.0175
O 0.018 0.0104 0.0915
O 0.0034 0.0027 0.0197
O 0.0113 0.0037 0.1009
O 0.0356 -0.0422 0.0029
Si -0.0187 -0.0325 0.0248
Si 0.0345 -0.0565 -0.0413
Si -0.0177 0.0226 -0.0572
Si 0.0019 -0.0034 -0.0269
Si 0.011 -0.006 0.0093
Si -0.0023 0.0074 -0.0068
Si -0.0087 -0.0073 0.0675
Si -0.0007 -0.0073 0.0429
Si -0.0028 0.0258 0.043
Si 0.0141 0.0201 0.072
Si 0.0411 0.0217 0.0056
Si -0.0237 0.0055 0.0207
Si -0.0365 0.0059 0.0666
Si -0.0507 -0.0087 0.0247
Si 0.022 0.0293 0.022
Si 0.0289 -0.0076 0.0141
Si -0.0189 -0.0181 0.0191
Si -0.0083 -0.0163 0.0667
Si -0.0698 -0.0127 0.0435
Si -0.027 -0.0703 -0.0559
Si 0.0223 0.0062 0.0568
Si -0.0585 0.021 0.0195
Si -0.0147 -0.0003 -0.0698
Si 0.0533 0.0133 -0.0716
Si 0.0156 -0.0032 0.0292
Si 0.0036 0.0086 -0.102
Si 0.0064 0.036 0.0058
Si 0.0112 0.0077 0.0453
Si -0.0004 0.0344 0.059
Si 0.0025 0.0021 -0.0998
Si 0.0043 -0.0123 -0.0465
Si -0.0032 0.0303 0.0384
Si 0.0359 0.02 0.0192
Si 0.0134 0.0182 0.0422
Si -0.0044 -0.0451 0.0615
Si -0.0154 0.0581 -0.0016
O -0.0112 -0.0121 -0.0276
O 0.0102 -0.0029 -0.0526
O 0.015 -0.0577 -0.0508
O -0.0281 0.0021 -0.0619
O 0.0072 -0.0066 -0.0125
O 0.0271 0.0286 0.0023
O 0.0071 0.0059 -0.0301
O 0.0125 0.0554 -0.0118
O -0.0129 -0.0064 0.0533
O 0.0152 0.0005 -0.0471
O -0.0024 -0.0265 -0.0181
O 0.0052 0.0064 -0.0167
O 0.0021 0.0014 -0.0369
O -0.0095 0.0296 0.0455
O 0.0042 -0.0117 -0.0035
O -0.0111 -0.0086 -0.0508
O -0.0119 -0.0023 -0.039
O -0.011 -0.0057 0.0325
O 0.0252 0.0136 0.0475
O 0.0447 0.0135 -0.0417
O 0.0197 -0.0026 0.0434
O -0.0249 -0.0182 0.0648
O -0.0059 0.0154 -0.0323
O -0.0169 -0.013 -0.0082
O -0.0019 0.0113 -0.0421
O 0.0046 0.0132 -0.0115
O -0.0208 -0.001 -0.0368
O 0.007 0.0141 -0.0261
O -0.001 -0.0007 -0.0339
O -0.0193 -0.0042 -0.0155
O -0.0433 0.0138 0.0002
O -0.0164 -0.0321 -0.0148
O 0.0139 0.0098 -0.0177
O 0.0034 -0.0218 -0.0588
O 0.0154 0.0125 -0.0262
O -0.0178 -0.0171 -0.0164
O 0.0077 -0.0102 -0.0091
O 0.012 -0.0279 0.0281
O -0.0237 0.0212 0.0009
O -0.0067 0.0045 0.0145
O 0.0091 -0.0143 -0.0262
O -0.0057 0.0181 -0.0082
O -0.038 0.0031 0.0642
O 0.0171 0.0269 0.0251
O 0.0192 -0.0044 0.0352
O 0.0072 0.0021 -0.0362
O 0.0039 0.0239 0.0129
O -0.0081 -0.0011 -0.0314
O 0.0061 0.0069 -0.0088
O 0.0041 -0.0056 -0.0178
O 0.0044 -0.0127 -0.0167
O -0.0083 0.0245 -0.0281
O 0.0026 -0.0086 -0.0373
O -0.0093 0.006 -0.0121
O 0.007 -0.0059 -0.0235
O 0.0107 0.0005 -0.0237
O 0.0083 0.0067 -0.0198
O 0.0226 -0.0318 0.0138
O -0.0011 0.001 -0.0053
O 0.0019 -0.0149 -0.0167
O -0.0103 -0.0206 -0.0124
O 0.0655 0.0223 -0.0706
O 0.0185 -0.0008 -0.0183
O -0.0028 0.0261 -0.02
H -0.0449 -0.0696 0.0477

The program warned: the cutoff lies below the one the program advises for these potential files; the forces do not sum to zero within the program's tolerance; the exchange-correlation potential is rough where the density is thin.
